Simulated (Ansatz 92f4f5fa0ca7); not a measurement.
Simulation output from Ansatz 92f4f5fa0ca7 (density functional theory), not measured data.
Periodic cell of 254 atoms, Si144O106N4, from a study of silicon, its oxide and their interface. The atomic structure is a simulated model.
This geometry differs little from another in the collection (a relaxation step or a small displacement).

Settings: functional r2SCAN; potential files Ansatz PAW; basis plane waves; wave-function cutoff 800 eV; density cutoff ratio 5; exchange-correlation grid ratio 1; k mesh 1 x 1 x 1, shifted by 0.5 0.5 0 of a step; self-consistency stop 1e-10 eV per atom in the density residual; occupations fixed; spin none; net charge 0.

Cell vectors (angstrom)
a	10.887	0	0
b	0	10.887	0
c	0	0	36.231

Atoms and the computed forces on them: element, x, y, z (angstrom), force x, y, z (eV/angstrom)
Si	0.2562	-0.2998	0.1774	0.0062	-0.0101	0.0598
Si	2.9077	2.4649	0.0367	0.0085	-0.0073	0.056
Si	-0.3531	5.6986	0.1101	-0.0093	0.0078	0.0516
Si	2.4369	8.4037	0.208	-0.0062	0.0045	0.049
Si	5.0953	0.2452	0.1307	-0.0027	0.0046	0.0438
Si	7.8759	2.8474	-0.0216	-0.0082	0.0098	0.0569
Si	5.7262	5.1183	0.0727	0.0061	-0.0058	0.0547
Si	8.3703	7.9537	-0.0256	0.01	-0.0099	0.0559
Si	1.3749	1.3333	1.4233	-0.004	0.0048	-0.0116
Si	4.0778	4.0365	1.3463	-0.0057	0.0019	-0.0091
Si	1.2553	6.8081	1.4286	0.0002	-0.0005	-0.0082
Si	4.0036	9.5643	1.4883	0.0008	-0.0032	-0.0128
Si	6.7255	1.3652	1.3884	0.0006	-0.0029	-0.0099
Si	9.4201	4.0524	1.3492	0.0031	-0.0028	-0.0118
Si	6.8228	6.7736	1.3359	-0.0055	0.0031	-0.0114
Si	9.507	9.4617	1.3964	-0.0044	0.0011	-0.0105
Si	-0.0387	2.7209	2.69	0.0006	0.001	0.0012
Si	2.6867	0.0244	2.8699	-0.0016	0.003	-0.0006
Si	-0.0549	8.1506	2.8346	0.0012	-0.0005	0.0019
Si	2.6992	5.4252	2.6763	-0.0022	0.001	0.0018
Si	5.4014	2.7229	2.7849	-0.0003	0.0005	0.0002
Si	8.1334	-0.0155	2.6874	-0.001	0.001	0.002
Si	5.4361	8.1397	2.6942	-0.0023	0.001	0.0015
Si	8.1283	5.4263	2.7732	-0.0005	0.0012	0.0004
Si	1.3447	4.0728	4.0524	-0.0024	0.0015	0.002
Si	4.0719	1.3811	4.1649	-0.0008	0.0008	0.0007
Si	1.3144	9.5272	4.1621	-0.0027	-0.0001	0.0008
Si	4.0606	6.7853	4.0557	0	-0.0017	0.0016
Si	6.7561	4.088	4.1212	-0.0033	0.0011	0.0007
Si	9.4969	1.3484	4.0617	-0.0002	-0.0012	0.0021
Si	6.797	9.5038	4.0628	-0.0025	0.0019	0.002
Si	9.4963	6.7657	4.1464	0.0005	0.0025	0.0012
Si	-0.0384	0.0153	5.4864	-0.0024	0.0032	0.0018
Si	2.6912	2.7499	5.4712	-0.002	0.0019	0.0021
Si	0.0117	5.421	5.4537	-0.0011	-0.0007	0.0011
Si	2.718	8.1497	5.4421	-0.0007	0.0001	0.0024
Si	5.4529	-0.0107	5.4375	-0.0006	-0.0015	0.0018
Si	8.1383	2.7118	5.4304	0.0014	-0.0013	0.0023
Si	5.4099	5.4505	5.4692	-0.0028	0.0034	0.0011
Si	8.1484	8.1628	5.4638	-0.0046	0.0013	0.0028
Si	1.3431	1.3854	6.8259	-0.0019	-0.0011	0.0007
Si	4.0596	4.0923	6.8386	-0.0004	-0.0006	0.0009
Si	1.3666	6.7954	6.8119	-0.0002	-0.0001	0.0017
Si	4.0801	9.5331	6.7742	-0.0024	0	0.0025
Si	6.8063	1.3386	6.8062	-0.0012	0.0012	0.0016
Si	9.5102	4.0667	6.7768	-0.0027	0	0.0026
Si	6.7863	6.8139	6.815	-0.0008	0.0008	0.0012
Si	9.5166	9.5101	6.841	0.0003	-0.0003	0.0018
Si	-0.046	2.7321	8.1616	-0.0008	-0.0006	0.0016
Si	2.7327	0.0039	8.143	-0.0015	0.0019	0.0018
Si	0.0258	8.1542	8.1954	-0.0021	0.0001	0.0033
Si	2.7259	5.4742	8.1935	-0.0019	0.0019	0.0029
Si	5.4344	2.6939	8.1605	-0.0028	-0.0008	0.0024
Si	8.1624	-0.0071	8.1821	-0.0016	0.0007	0.0019
Si	5.4473	8.2151	8.1374	-0.0017	-0.001	0.0014
Si	8.192	5.4558	8.1413	-0.0003	0.001	0.0026
Si	1.3078	4.1115	9.4864	0.0002	-0.0004	0.0032
Si	4.1091	1.3004	9.5465	0.0002	-0.0012	0.0034
Si	1.3837	9.5623	9.531	-0.002	0.0002	0.0017
Si	4.0857	6.9118	9.497	-0.0007	0.0013	0.001
Si	6.8235	4.0816	9.4537	-0.0002	0.0004	0.0036
Si	9.5222	1.3432	9.5371	-0.0004	0.0009	0.0029
Si	6.8232	9.5099	9.5383	-0.0011	-0.0009	0.0008
Si	9.5573	6.7802	9.5643	-0.001	-0.0002	0.0029
Si	-0.0126	-0.025	10.9144	-0.0034	-0.0007	0.0008
Si	2.6215	2.6688	10.7462	-0.0031	-0.0035	-0.002
Si	0.0464	5.451	10.9748	0.0002	0.0023	-0.0014
Si	2.7788	8.2813	10.9247	0.0012	0.0012	-0.0014
Si	5.5094	-0.0578	10.961	-0.0014	0.0042	-0.0025
Si	8.1575	2.7298	10.8461	-0.0039	-0.0014	-0.0018
Si	5.4993	5.5308	10.7235	0.0003	0.0013	-0.0017
Si	8.1979	8.167	10.8999	-0.0018	-0.0014	-0.0016
Si	1.3372	1.3503	12.2513	0.0022	0.0026	0.0032
Si	3.9646	4.2049	11.809	-0.0018	-0.0003	0.0003
Si	1.4082	6.9654	12.2756	-0.0023	0	-0.0031
Si	4.1891	9.5025	12.4183	-0.0017	-0.0024	0.001
Si	6.8684	1.3698	12.2532	0.0025	-0.0073	0.0032
Si	9.5522	3.9808	12.2519	0.0016	-0.0011	0.0003
Si	6.8896	6.7426	12.2161	-0.0007	0.0019	0.0002
Si	9.5294	9.5083	12.3253	-0.0024	0.0045	0.0018
Si	-0.0175	2.6535	13.7195	-0.0063	-0.0053	-0.0018
Si	2.7802	0.1298	13.6515	0.0031	0.0102	-0.0027
Si	0.027	8.2282	13.7848	0.0005	0.0003	-0.0012
Si	2.8132	5.4792	13.3824	0.006	0.005	-0.0056
Si	5.2778	2.9048	13.1044	-0.0072	0.0006	-0.0016
Si	8.3494	0.1028	13.7402	-0.0083	-0.0013	0.0031
Si	5.5925	7.9577	13.7361	0.0031	-0.0041	0.0026
Si	8.2858	5.3947	13.5877	-0.0006	0.0004	-0.0027
Si	1.3206	4.2557	14.7016	0.0094	-0.0037	0.0245
Si	3.6563	2.1748	14.6376	0.0041	0.0047	0.0238
Si	1.3614	9.8008	15.069	0.0079	-0.0031	0.011
Si	4.4718	6.1662	14.9606	-0.0007	-0.005	0.0161
Si	6.6344	4.0614	14.555	-0.0082	-0.0126	0.0183
Si	10.0999	1.1027	15.4789	0.0173	-0.0069	0.0099
Si	6.9076	9.5552	14.8934	-0.0032	0.0039	0.0068
Si	9.9033	6.4158	15.0324	0.0031	-0.0019	0.0215
Si	-1.1568	11.9541	20.7864	0.0063	-0.0096	-0.0252
Si	-19.2939	19.2936	25.8286	0.0004	-0.0084	-0.0354
Si	-18.9345	1.0275	22.3017	-0.007	-0.0127	-0.0408
Si	13.5664	3.3832	17.238	0.0005	-0.0083	0.0023
Si	5.6003	26.1916	17.3222	-0.0001	0.0053	0.0026
Si	13.4969	29.3895	17.028	0.0063	0.0011	0.0169
Si	5.1035	22.264	16.5224	-0.0145	0.007	0.0166
Si	-14.2038	24.7009	20.6586	0.0026	0.018	-0.0217
Si	-9.0031	5.9453	24.3659	0.0147	-0.0081	-0.0399
Si	-13.5806	10.9336	26.7741	-0.0072	0.0027	-0.0423
Si	-1.589	20.3782	22.3105	0.0034	0.0026	-0.0533
Si	3.8718	18.6296	19.8048	-0.0005	0.0074	-0.0193
Si	-1.1369	12.2975	34.1278	-0.0071	0.0103	0.1047
Si	12.9418	0.4646	17.4129	0.0042	-0.0137	0.0133
Si	25.6148	5.4254	31.7826	-0.0028	0.0089	0.0326
Si	15.1994	-3.8552	34.2628	-0.0038	0.0029	0.0882
Si	6.4117	5.053	30.4193	-0.0014	-0.0025	-0.0001
Si	-9.9436	14.6594	34.171	-0.0037	0.0104	0.0942
Si	-1.7265	26.9948	19.7429	0.0107	0.0053	-0.0191
Si	12.0558	4.743	31.2139	0.0015	0.0042	0.0276
Si	20.7488	20.5211	28.9055	0.0186	0.0039	-0.0204
Si	4.3643	21.4715	24.6124	-0.0013	-0.0003	-0.0502
Si	4.8708	13.6015	31.4155	-0.0055	-0.0084	0.0078
Si	-3.9144	13.7639	26.4356	-0.0074	-0.0093	-0.0452
Si	-3.5124	10.6642	24.0274	0.003	-0.0018	-0.0468
Si	1.9207	9.9827	28.2486	-0.0025	-0.0011	-0.0327
Si	12.837	20.7691	20.2208	0.0027	0.0045	-0.0267
Si	4.2428	23.6457	26.8983	-0.0056	-0.0034	-0.0338
Si	-0.1167	2.5801	29.69	-0.0011	-0.0159	-0.003
Si	11.4012	16.4395	17.4177	-0.0093	-0.0067	0.0164
Si	28.1381	11.2063	31.641	0.0102	-0.0014	0.0183
Si	-0.7852	9.3641	19.628	0	-0.0223	-0.0202
Si	2.7671	5.4111	21.4819	-0.002	0.0181	-0.0332
Si	12.0591	3.0221	24.2126	-0.0028	0.004	-0.0442
Si	-6.6633	22.2973	29.612	-0.0061	0.0016	-0.0222
Si	-2.4662	29.9114	26.8829	-0.005	0.0113	-0.035
Si	-4.4469	9.3121	34.1153	-0.0113	0.0127	0.1085
Si	-6.1006	24.8982	21.5634	0.0146	0.001	-0.0274
Si	9.2905	5.0461	30.1866	-0.0013	-0.0023	-0.0034
Si	-21.9829	-2.8889	24.6184	0.0078	0.0095	-0.0515
Si	6.6226	17.6968	19.115	-0.0017	0	-0.0061
Si	-2.3897	19.0881	17.1923	-0.0014	-0.0063	0.0197
Si	1.3322	12.7736	27.022	0.0122	-0.0065	-0.0486
Si	-1.6456	11.2856	31.1768	-0.0069	0.0074	0.0137
Si	-21.6904	3.8397	21.6255	-0.0098	0.0084	-0.024
Si	-3.9222	24.4395	23.3694	0.0004	0.0082	-0.0494
Si	7.4951	2.131	16.7075	0.0016	0.0012	0.0037
Si	7.7045	5.5064	27.8666	0.0109	0.0017	-0.0458
O	23.1077	4.4747	32.7899	0.0083	0.0138	-0.0336
O	-8.3409	19.6281	27.4126	0.0011	0.009	0.0218
O	4.01	1.3422	35.787	-0.0029	-0.0011	-0.0254
O	17.3286	16.3784	28.8695	-0.009	0.0019	0.0122
O	-12.4878	19.163	28.2511	0.0038	-0.002	0.0196
O	5.2406	16.8028	31.1222	0.0024	-0.0002	-0.0084
O	0.3311	4.9511	35.0774	0.0226	-0.0415	-0.0634
O	5.3721	13.8888	26.6493	0.0024	-0.0002	0.0142
O	5.7757	-0.4671	35.0744	0.0276	-0.0469	-0.0635
O	9.4566	0.5727	32.7757	-0.0109	-0.0181	-0.0637
O	5.6069	1.5912	32.3379	-0.0054	0.0062	-0.0166
O	-12.7005	-1.9721	20.807	0.0029	0.0064	0.0274
O	-22.3178	19.5124	23.171	0.008	-0.0115	0.0352
O	3.5417	-4.4758	33.0056	-0.0116	-0.0053	-0.0333
O	7.4075	23.2069	27.0533	-0.0005	-0.0013	0.0181
O	9.4755	17.7055	35.7477	-0.0031	-0.0003	-0.0338
O	-8.199	6.8304	25.4712	0.0027	0.0024	0.0153
N	2.555	3.2728	15.5173	-0.0057	0.0033	-0.0101
O	-11.952	11.0364	22.1359	-0.0031	-0.005	0.0192
O	4.7646	1.8918	15.8116	-0.0048	-0.0044	-0.0235
O	-23.2529	10.8388	27.8613	0.0113	-0.0038	0.0178
O	7.35	13.9223	24.8712	-0.0003	-0.0007	0.0371
O	8.0238	20.1259	16.0595	-0.0047	0.0072	-0.0209
O	7.3697	13.6002	15.1916	-0.0028	0.0102	-0.0194
O	9.1508	6.9451	16.4014	0.0044	-0.0055	-0.0115
O	3.8753	1.8919	30.4254	0.0094	0.0002	0.0113
N	11.1014	5.2829	15.71	-0.0067	0.0055	-0.0109
O	-0.7321	5.4433	18.4714	0.006	0.0027	-0.0013
O	3.4615	28.2959	16.1992	0.007	-0.0065	-0.0205
O	1.8522	11.0268	21.3672	0.0117	0.0091	0.0258
O	-5.414	18.4022	20.0329	-0.0006	-0.0007	0.0081
O	-0.1394	24.4079	33.8135	-0.001	0.0007	-0.0171
O	3.5847	-2.8777	18.2383	-0.0006	-0.0024	0.0023
O	11.1828	-8.4867	28.1446	-0.0078	0.0049	0.0217
O	2.2695	19.7577	16.0776	-0.0092	0.0054	-0.0143
O	-9.3064	36.9956	21.2316	-0.0001	-0.0024	0.0139
O	-4.3386	11.7656	17.2155	-0.0015	-0.0005	-0.0021
O	-3.173	11.7614	30.9327	0.0133	-0.0065	-0.0028
O	10.1601	0.1067	19.5519	-0.0048	-0.0007	0.0125
O	-4.0223	14.2847	17.5136	0.0028	-0.0014	0.0018
O	16.4102	10.1703	15.5442	0.0033	-0.0022	-0.0109
O	-10.5494	6.4759	24.4085	-0.0103	-0.001	0.0206
N	5.5963	4.9751	15.6637	-0.0013	0.0001	-0.0094
O	0.6658	8.8755	20.2009	-0.0096	-0.0048	0.0121
O	-8.3781	17.0729	22.8838	-0.0061	-0.0028	0.0273
O	-1.4991	18.9669	25.5835	-0.0148	0.0023	0.0301
O	-5.0204	16.4803	18.3867	0.0003	-0.0027	-0.0013
O	-4.9195	2.9616	20.4563	-0.0075	0	0.022
N	0.7246	0.2023	16.1389	-0.0178	0.0027	-0.0046
O	-20.1274	26.2532	17.8139	0.0003	0.0007	-0.0039
O	18.8728	17.2287	19.8813	-0.0027	0.0035	0.0067
O	13.8472	17.3916	20.3112	-0.007	-0.0164	0.0197
O	4.1742	3.7526	17.746	-0.0038	-0.0036	-0.0134
O	5.0637	-5.0779	34.9935	-0.0205	0.0276	-0.0606
O	-18.1522	9.2512	25.0918	0.0049	-0.008	0.0222
O	-14.6321	29.6115	17.9821	0.0096	-0.001	-0.0075
O	-18.0714	12.8514	21.3047	0.0018	0.0002	0.0111
O	7.5691	6.7708	26.8783	-0.0016	-0.0053	0.0148
O	0.7095	2.2574	25.5664	-0.0031	-0.0021	0.0237
O	-0.0154	3.5623	23.2306	0.0081	-0.0032	0.0116
O	-7.0521	10.9588	23.1359	0.0076	-0.0024	0.0236
O	10.618	13.3105	20.8955	0.0015	-0.0044	0.0067
O	1.206	17.9053	17.5719	-0.0039	0.0028	-0.002
O	3.3288	19.9737	20.5327	-0.0016	-0.0013	0.0043
O	-3.0041	-1.4164	23.0805	-0.0024	0.0056	0.0269
O	9.0852	23.4252	16.7117	-0.0127	0.0002	0.0029
O	4.148	15.4745	21.4835	0.0114	-0.007	0.0049
O	8.1824	12.3357	20.475	-0.0013	-0.0128	0.0183
O	-1.5546	-1.057	30.4374	-0.0035	-0.0099	0.009
O	11.8959	8.8382	25.2834	0.005	0.0015	0.0139
O	18.8017	5.2956	31.0337	-0.0003	-0.0063	-0.0092
O	19.958	27.4639	28.7222	0.0058	-0.0034	0.0113
O	-6.8049	33.6167	25.5797	-0.0001	0.0194	0.0344
O	5.9428	10.2674	24.6374	0.0072	-0.0014	0.0123
O	-3.4256	9.4649	26.8951	0.0086	-0.0059	0.0132
O	-5.5095	10.6459	30.4667	-0.0047	-0.006	-0.0053
O	9.6193	19.673	18.2038	-0.0005	0.0014	0.0074
O	-8.8493	12.8656	23.3316	-0.003	0.0018	0.0121
O	16.2956	13.8797	23.0621	-0.0003	-0.0047	0.0138
O	12.4655	11.1794	27.1995	0.0017	0.0034	0.015
O	-14.5962	33.7522	23.1304	0.0027	-0.0117	0.0153
O	-8.7803	23.7808	17.8642	0.0017	0.0133	-0.0032
O	11.4577	9.5273	28.9759	-0.0138	-0.001	0.0038
O	16.8976	14.374	30.5462	-0.0093	0.003	-0.0011
O	-13.9324	14.2937	22.2113	-0.0086	-0.0038	0.0219
O	5.396	19.0153	33.8075	-0.0011	0.0077	-0.0271
O	20.9056	5.0571	21.1119	0.0042	-0.006	0.0094
O	10.6657	-5.3344	30.8939	0.0046	0.0019	-0.0031
O	21.3176	1.1908	30.417	0.0012	0.0077	0.0025
O	-9.7825	14.2221	30.4269	0.0016	0.0004	-0.0012
O	20.3194	3.4568	29.9046	0.0022	0.0025	0.0023
O	23.6041	10.4735	18.7267	0.0069	0.0015	-0.0022
O	4.0676	25.6334	32.2276	-0.0053	0.0034	-0.0108
O	-8.0819	13.4553	27.1907	0.0002	-0.0062	0.0115
O	14.5379	21.8504	17.113	0.0108	0.005	-0.0104
O	18.6489	36.7482	27.1217	0.0073	0.0164	0.0227
O	4.7185	33.5912	28.1278	0.0023	-0.0033	0.0271
O	-19.7894	4.3574	24.675	-0.0002	-0.0022	0.0153
O	14.0763	7.7103	35.1835	0.0323	-0.0202	-0.0667
O	8.3568	25.6079	19.5961	-0.0047	-0.0101	0.013
O	-0.4387	11.2396	35.1045	-0.0256	0.0291	-0.0703
O	7.7479	8.6787	34.859	-0.0306	0.0238	-0.0656
O	6.7615	10.0577	32.7119	-0.0026	0.0184	-0.0293
O	-9.5258	20.3883	35.8604	-0.0017	0.0029	-0.0268
O	2.2133	3.1096	34.9304	-0.0329	0.0203	-0.0569
O	13.4279	38.1715	30.8002	-0.0009	0.0008	-0.0078
O	8.4476	2.0599	34.8746	0.0286	-0.0221	-0.0666
O	6.799	4.0013	35.7348	-0.0014	0.0035	-0.0299
O	2.9279	10.4697	29.4194	0.0083	0.0071	0.012
O	-13.2713	10.9833	25.1712	0.0029	0.0004	0.0304

Results
free energy: -154111.874 eV
free energy less fixed offsets of N -386.36, O -570.45, Si -639.56 eV per atom: -2.094 eV

The program warned: the cutoff lies below the one the program advises for these potential files; the forces do not sum to zero within the program's tolerance; empty levels may hold ghost states of the PAW files; the exchange-correlation potential is rough where the density is thin.
